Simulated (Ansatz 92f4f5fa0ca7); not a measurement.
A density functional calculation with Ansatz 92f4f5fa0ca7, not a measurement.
Periodic cell of 273 atoms, Si165O106P2, from a study of silicon, its oxide and their interface. The atomic structure is a simulated model.

Settings
functional: PBE
potential files: Ansatz PAW
basis: plane waves
wave-function cutoff: 700 eV
density cutoff ratio: 5
exchange-correlation grid ratio: 1
k mesh: 2 x 2 x 1, shifted by 0.5 0.5 0.5 of a step
self-consistency stop: 5e-08 eV per atom in the density residual
occupations: fixed
spin: none
net charge: 0

Cell vectors (angstrom)
a, 11.6015, 0, 0
b, 0, 13.3963, 0
c, 0, 0, 29.8085

Atoms and the computed forces on them: element, x, y, z (angstrom), force x, y, z (eV/angstrom)
Si, 11.53, 0.1689, 22.8898, -0.0171, -0.0149, -0.0697
Si, 3.8969, 0.1404, 23.0135, 0.0414, -0.0154, -0.0563
Si, 7.6492, 0.1099, 23.1313, -0.0226, 0.0046, -0.0467
Si, 2.0491, 3.441, 22.8815, 0.0081, -0.0198, -0.0593
Si, 5.8793, 3.6739, 22.9875, -0.0055, 0.0114, -0.0762
Si, 9.7414, 3.5197, 23.0202, -0.008, -0.0126, -0.0588
Si, 11.6481, 6.8482, 23.0588, -0.0139, -0.0041, -0.0492
Si, 3.9428, 7.0223, 23.1735, 0.0318, 0.0161, -0.0645
Si, 7.7795, 6.8688, 23.2232, -0.0065, -0.0185, -0.0497
Si, 2.0167, 10.2261, 23.2295, -0.0179, 0.0009, -0.0499
Si, 5.8415, 10.085, 23.2794, -0.0421, -0.0269, -0.0507
Si, 9.829, 10.0776, 23.2141, 0.0264, -0.0138, -0.0486
Si, 11.678, 2.3712, 23.7485, -0.0131, 0.0148, 0.0084
Si, 3.9806, 2.3901, 23.7467, 0.0095, 0.0038, 0.0079
Si, 7.7687, 2.4026, 23.7636, -0.0284, -0.0107, -0.0002
Si, 2.0176, 5.6956, 23.6928, 0.0144, 0.0071, 0.055
Si, 5.82, 5.7947, 23.9761, -0.0001, -0.0134, -0.0294
Si, 9.7279, 5.7143, 23.8868, 0.0092, 0.0035, -0.0061
Si, 11.7375, 9.0162, 24.0147, 0.0281, 0.0007, -0.0024
Si, 3.8887, 9.1252, 24.1634, -0.0334, 0.0045, -0.0257
Si, 7.834, 9.0702, 24.0016, 0.0079, 0.0292, 0.0202
Si, 1.8959, 12.4959, 23.7888, 0.0018, -0.0013, 0.0216
Si, 5.7598, 12.3622, 23.9148, -0.0073, 0.0087, -0.0114
Si, 9.6645, 12.3875, 23.7772, 0.0052, -0.0022, 0.0134
Si, 11.6337, 2.2878, 26.1672, -0.0023, -0.0023, -0.0245
Si, 3.906, 2.3006, 26.1648, 0.0058, 0.0087, -0.0286
Si, 7.7488, 2.3098, 26.176, -0.0072, 0.0084, -0.0278
Si, 1.9738, 5.6173, 26.1392, 0.0113, 0.0184, -0.0326
Si, 5.8161, 5.6527, 26.3162, -0.0045, 0.009, -0.0148
Si, 9.7076, 5.6315, 26.2543, -0.0046, 0.0081, -0.0124
Si, 11.6571, 8.9737, 26.3427, 0.0069, 0.0295, -0.0028
Si, 3.8763, 9.0104, 26.4533, -0.024, 0.0154, -0.002
Si, 7.7842, 8.9959, 26.3348, -0.0067, 0.0208, -0.0104
Si, 1.9162, 12.3795, 26.1949, 0.0002, 0.0037, -0.0291
Si, 5.7914, 12.3264, 26.2758, 0.0029, 0.01, -0.0133
Si, 9.6766, 12.3407, 26.1841, 0.014, 0.0118, -0.0206
Si, 1.9613, 1.1893, 27.013, -0.0014, 0.0093, 0.0085
Si, 5.8207, 1.1791, 27.0172, -0.0004, -0.0036, 0.0044
Si, 9.6821, 1.1752, 26.996, 0.0053, 0.0013, 0.0092
Si, 11.6469, 4.5035, 27.0099, 0.0044, 0.0011, 0.0161
Si, 3.8782, 4.5038, 27.0304, -0.022, -0.0028, 0.0016
Si, 7.7635, 4.515, 27.0419, 0.0131, -0.0126, -0.0071
Si, 1.9569, 7.81, 27.0746, -0.0024, -0.0158, -0.0065
Si, 5.838, 7.8781, 27.0864, 0.0248, -0.0092, -0.0113
Si, 9.7076, 7.8494, 27.0696, -0.0045, -0.0098, -0.0015
Si, 11.6075, 11.2357, 27.0348, -0.0025, -0.01, 0.0055
Si, 3.8398, 11.2657, 27.0728, -0.0101, 0.0027, -0.0078
Si, 7.7532, 11.2338, 27.0509, 0.0136, 0.0033, -0.0036
Si, 1.9336, 1.1164, 29.4135, 0.0457, 0.1918, -0.2258
Si, 5.8008, 1.1164, 29.4135, 0.0438, 0.1418, -0.1837
Si, 9.6679, 1.1164, 29.4135, 0.0724, 0.1153, -0.277
Si, 0, 4.4654, 29.4135, 0.106, 0.0603, -0.1916
Si, 3.8672, 4.4654, 29.4135, -0.0654, 0.0528, -0.1514
Si, 7.7343, 4.4654, 29.4135, 0.0386, 0.0328, -0.0595
Si, 1.9336, 7.8145, 29.4135, 0.0046, -0.176, 0.2731
Si, 5.8008, 7.8145, 29.4135, 0.0958, 0.0286, 0.3937
Si, 9.6679, 7.8145, 29.4135, 0.0641, 0.0029, 0.1193
Si, 0, 11.1635, 29.4135, 0.011, 0.1728, -0.1125
Si, 3.8672, 11.1635, 29.4135, -0.1082, 0.28, 0.2124
Si, 7.7343, 11.1635, 29.4135, 0.0419, 0.1926, -0.0586
Si, 0, 0, 0.3944, -0.0724, -0.0892, -0.0828
Si, 3.8672, 0, 0.3944, 0.013, -0.1674, 0.3557
Si, 7.7343, 0, 0.3944, -0.1992, -0.2697, 0.0379
Si, 1.9336, 3.3491, 0.3944, 0.0814, -0.2303, 0.0478
Si, 5.8008, 3.3491, 0.3944, 0.0221, -0.0326, -0.1102
Si, 9.6679, 3.3491, 0.3944, -0.0226, -0.0602, 0.1193
Si, 0, 6.6981, 0.3944, -0.1047, -0.0205, 0.0347
Si, 3.8672, 6.6981, 0.3944, -0.0311, -0.1439, -0.1097
Si, 7.7343, 6.6981, 0.3944, 0.0362, -0.0521, 0.0616
Si, 1.9336, 10.0472, 0.3944, -0.051, 0.0582, -0.0071
Si, 5.8008, 10.0472, 0.3944, 0.1091, 0.0921, 0.0098
Si, 9.6679, 10.0472, 0.3944, -0.0069, -0.1153, -0.087
Si, 11.55, -0.0393, 2.7535, 0.0018, -0.0049, 0.0084
Si, 3.8434, -0.0511, 2.8103, 0.0281, -0.0073, -0.0125
Si, 7.6634, -0.0931, 2.7687, -0.0185, -0.0051, -0.0036
Si, 1.9605, 3.2632, 2.764, -0.0189, -0.0084, 0.0057
Si, 5.8338, 3.322, 2.7507, -0.0473, 0.0064, -0.0017
Si, 9.6752, 3.3, 2.7853, 0.0234, 0.0041, -0.0011
Si, 11.5699, 6.6483, 2.7577, -0.0026, 0.0127, 0.0045
Si, 3.8536, 6.6287, 2.7435, -0.0014, -0.0046, 0.0099
Si, 7.7398, 6.6597, 2.7643, 0.0101, -0.0055, -0.0072
Si, 1.9242, 10.0344, 2.7682, -0.0192, -0.0001, -0.0016
Si, 5.8155, 10.0372, 2.7688, 0.0021, 0.0004, 0.0032
Si, 9.6746, 9.99, 2.7526, -0.003, -0.0025, -0.0036
Si, 11.612, 2.1692, 3.572, -0.0311, -0.0017, 0.0202
Si, 3.9423, 2.1838, 3.5727, 0.039, -0.0009, 0.0217
Si, 7.7273, 2.1292, 3.5055, -0.0199, -0.0156, 0.0306
Si, 1.8927, 5.496, 3.4819, -0.0009, -0.0034, 0.0096
Si, 5.8074, 5.5534, 3.5503, 0.0175, -0.0142, 0.0162
Si, 9.6505, 5.5273, 3.6083, 0.0101, -0.0144, 0.0142
Si, 11.6081, 8.8826, 3.5595, -0.0035, -0.024, 0.0179
Si, 3.8818, 8.8795, 3.4344, -0.0096, -0.0067, -0.0037
Si, 7.7403, 8.8868, 3.5492, -0.0209, -0.0161, 0.0159
Si, 1.8574, 12.2695, 3.6045, 0.0016, -0.0194, 0.0334
Si, 5.741, 12.2151, 3.7309, 0.0109, -0.0039, 0.042
Si, 9.6152, 12.2076, 3.5254, 0.0265, 0.0049, 0.0194
Si, 11.5568, 2.0259, 5.9386, 0.1134, 0.0201, -0.0566
P, 3.8384, 2.0684, 5.8572, -0.1541, 0.021, -0.0145
Si, 7.6332, 2.0089, 5.8544, 0.0052, -0.0059, 0.0259
Si, 1.859, 5.3525, 5.8199, -0.0449, 0.0141, 0.0217
Si, 5.792, 5.4869, 5.9207, 0.0427, 0.0146, -0.0053
Si, 9.6311, 5.4443, 6.0046, 0.006, -0.0172, -0.0206
Si, 11.6206, 8.8126, 5.9341, -0.0032, 0.0007, -0.0245
Si, 3.8655, 8.825, 5.7516, 0.0088, -0.0087, 0.0445
Si, 7.7439, 8.8103, 5.9204, 0.0002, -0.0054, -0.0131
Si, 1.7164, 12.2978, 5.9944, -0.0633, 0.0356, 0.0092
Si, 5.6535, 12.1268, 6.2314, -0.0309, -0.0323, -0.0665
Si, 9.5392, 12.1033, 5.882, 0.0587, 0.0197, 0.0285
P, 1.5976, 0.9376, 7.2093, 0.0815, -0.0664, -0.0008
Si, 5.688, 1.033, 6.8896, -0.0255, 0.005, 0.0835
Si, 9.5724, 0.9166, 6.6465, -0.0753, 0.0116, 0.0751
Si, 11.5398, 4.2451, 6.754, -0.0032, 0.0171, 0.0584
Si, 3.8515, 4.2707, 6.4839, 0.0068, -0.0188, 0.0434
Si, 7.6838, 4.2047, 6.6006, -0.0122, -0.0297, 0.0607
Si, 1.9964, 7.6058, 6.492, 0.0305, -0.0016, 0.0532
Si, 5.7853, 7.7552, 6.6889, -0.007, 0.0035, 0.0421
Si, 9.6972, 7.7107, 6.7446, 0.0151, 0.0335, 0.0628
Si, 11.4164, 11.0167, 6.8154, -0.0193, 0.0089, 0.0471
Si, 3.5515, 10.9785, 6.6806, -0.0641, 0.0088, 0.0539
Si, 7.6977, 10.9782, 6.8579, 0.0755, 0.0163, 0.0636
O, 9.8377, 7.8846, 8.412, -0.0296, -0.0216, -0.0085
O, 9.5211, 0.824, 8.3276, 0.0373, -0.009, -0.0187
O, 0.5437, 0.3777, 8.4184, -0.0473, 0.0276, -0.0008
O, 2.9565, 10.5318, 8.174, 0.0452, -0.0255, 0.0258
O, 5.7786, 7.8956, 8.3537, -0.0005, -0.0062, -0.0157
O, 5.5552, 1.2034, 8.573, 0.0343, -0.0197, 0.0011
O, 3.7647, 4.1905, 8.128, 0.0181, 0, -0.0131
O, 7.5955, 3.7241, 8.2134, -0.008, 0.0068, -0.0196
O, -0.1242, 4.2267, 8.4314, 0.0085, -0.0146, -0.0193
O, 11.0517, 10.8847, 8.4516, 0.0286, -0.004, -0.0309
O, 8.0473, 10.7528, 8.4953, -0.0298, -0.0162, -0.0183
O, 2.2825, 7.5083, 8.1052, -0.0306, -0.0104, -0.0046
O, 11.3931, 0.191, 21.2101, -0.0004, 0.0152, 0.0068
O, 9.7372, 3.6145, 21.355, 0.0103, 0.0095, -0.0064
O, 4.1253, 7.5255, 21.5839, -0.0015, 0.0049, 0.0188
O, 5.9632, 4.1615, 21.3721, -0.0065, -0.0067, 0.0141
O, 5.7236, 9.7446, 21.6438, -0.0023, -0.0011, -0.0075
O, 2.1165, 3.3594, 21.2001, 0.0089, 0.0062, -0.003
O, 7.3319, 13.4308, 21.4926, 0.0393, 0.0033, -0.0061
O, 3.9877, 0.1301, 21.3491, -0.0137, 0.0131, 0.0018
O, 7.7173, 6.9172, 21.5698, -0.0027, 0.0193, 0.0108
O, 2.0928, 10.1607, 21.5786, -0.0001, 0.0117, 0.0228
O, 11.5211, 6.961, 21.3976, 0.0233, -0.0019, -0.0012
O, 10.1578, 9.6532, 21.6235, -0.0422, 0.017, -0.0129
Si, 11.4815, 6.3552, 11.2884, -0.0041, -0.0004, 0.0051
Si, 1.5102, 10.3286, 16.2227, 0.0014, 0.0003, -0.0018
Si, 0.0665, 3.5902, 9.9238, 0.0001, -0.0131, 0.0139
Si, 8.0509, 12.8402, 20.1642, 0.0024, -0.0025, 0.0073
Si, 2.6927, 10.4497, 9.7723, 0.0127, 0.0028, -0.0086
Si, 2.5415, 10.3708, 20.0349, 0.0013, 0.0058, -0.0206
Si, 10.3227, 3.6825, 19.8334, -0.0001, -0.004, 0.0007
Si, 0.1784, 12.7591, 17.0672, 0.0023, 0.0011, 0.0021
Si, 10.7839, 0.6781, 19.76, -0.0023, 0.0063, -0.0104
Si, 3.0833, 7.7067, 16.2058, 0.0001, -0.0013, 0
Si, 0.3004, 6.4692, 19.896, -0.0012, 0.0019, -0.0038
Si, 9.307, 2.4697, 14.2329, 0.0017, -0.0007, -0.0028
Si, 2.7749, 2.475, 10.9876, -0.0016, -0.0124, -0.0042
Si, 5.0594, 11.941, 15.3531, -0.0021, -0.0014, -0.0007
Si, 4.9171, 8.6621, 20.7028, 0.0059, 0.0068, -0.0001
Si, 3.5301, -0.4257, 11.2508, -0.0046, 0.0031, -0.0093
Si, 5.5022, 8.8423, 14.7825, -0.0012, -0.0023, 0.0017
Si, -0.3435, 11.2431, 10.0397, 0.0027, 0.0118, 0.0196
Si, 9.4292, 9.9991, 20.2092, -0.0024, 0.0055, 0.0067
Si, 3.4264, 0.0275, 19.8184, -0.0025, 0.002, -0.0098
Si, 7.386, 4.6819, 9.5071, -0.0007, 0.0103, 0.0023
Si, 2.3163, 12.3223, 14.1488, 0.0005, -0.0016, -0.0055
Si, 6.094, 0.6035, 10.0315, -0.0052, -0.0007, -0.001
Si, 2.7581, 2.8769, 19.7585, 0, -0.0007, -0.0066
Si, 5.636, 4.3992, 13.6112, -0.0006, -0.0005, 0.0015
Si, 7.4093, 0.1601, 15.5596, -0.0056, 0.0018, 0.0025
Si, 9.5427, 11.2787, 15.1805, 0.0011, -0.0005, -0.001
Si, 1.9074, 6.5196, 13.5236, -0.0051, 0.0035, 0.0013
Si, 2.7492, 3.4765, 13.9677, -0.0018, -0.0044, 0.0043
Si, 11.6648, 9.1466, 18.398, -0.007, 0.0006, -0.0046
Si, 10.8215, 0.7185, 9.3223, 0.02, -0.0092, -0.0079
Si, 9.0417, 7.2972, 9.7094, -0.0016, -0.0055, 0.0059
Si, 8.5763, 8.4998, 14.5672, 0.0012, -0.003, 0.0001
Si, 4.6958, 7.1305, 12.3242, -0.0004, 0.0011, -0.0025
Si, 2.9285, 5.5988, 18.7361, -0.003, 0.0028, -0.002
Si, 2.424, 7.3561, 9.6961, -0.0028, 0.002, 0.0021
Si, 6.1974, 8.4144, 9.8415, -0.0041, 0.0066, 0.011
Si, 4.2378, 4.6883, 9.5915, 0.0088, 0.0002, 0.0098
Si, 9.2546, 10.4212, 12.2634, -0.0007, -0.0015, 0
Si, 5.9067, 13.0025, 17.9484, 0.0034, -0.0013, -0.001
Si, 7.9433, 4.9025, 18.3461, 0.0017, -0.0015, -0.0058
Si, 8.2242, 5.346, 15.1721, 0.001, 0.0019, -0.0015
Si, 7.2446, 11.0744, 9.901, -0.0089, 0.0016, 0.007
Si, 5.3502, 4.1818, 19.8537, -0.0004, -0.0022, -0.0037
Si, 0.7011, 1.4433, 14.9975, 0.0007, 0.0003, 0.0014
Si, 7.5299, 7.499, 20.0694, 0.0028, 0.0068, -0.0089
Si, 7.5679, 2.7644, 11.7987, 0.0017, -0.0016, -0.0006
O, 3.3597, 6.0196, 9.9972, 0.0052, -0.0026, -0.0083
O, 1.8653, 2.6073, 15.0424, -0.0175, -0.0098, -0.0119
O, -0.8421, 12.8036, 10.3167, 0.0005, -0.0238, -0.0149
O, 8.3475, 8.8692, 19.833, 0.0053, -0.0078, 0.0141
O, 2.384, 1.288, 19.5121, 0.0198, -0.0062, 0.0204
O, 8.0954, 5.241, 16.7766, 0.0041, -0.0068, -0.0061
O, 2.7119, 11.9595, 19.6793, 0.0152, -0.0075, 0.0181
O, 7.0679, 8.7089, 15.1421, -0.0141, -0.0021, -0.0119
O, 1.213, 0.135, 14.1463, 0.0073, 0.0074, 0.0185
O, 4.3248, 3.7512, 14.3799, -0.0046, 0.0089, -0.0258
O, 4.1007, 3.3614, 10.5663, 0.0106, 0.0126, -0.0012
O, 10.8764, 2.03, 14.4244, -0.0032, -0.002, 0.0068
O, 11.2805, 4.7359, 11.0334, 0.0141, 0.0166, -0.0195
O, 10.768, 11.9582, 16.0326, 0.0045, 0.0102, -0.0017
O, 8.8416, 6.8504, 14.742, -0.0159, -0.0066, 0.0049
O, 1.629, 3.2311, 10.1372, -0.0195, 0.0003, 0.0045
O, 8.3406, 5.9401, 9.1703, -0.0024, 0.01, 0.0228
O, 11.1156, 2.2747, 19.5124, -0.0214, 0.0007, 0.0179
O, 5.2917, 7.5903, 10.8909, 0.0102, 0.0064, -0.0145
O, 11.3826, 7.5721, 18.7837, 0.0197, 0.0108, 0.0203
O, 7.7992, 8.2418, 10.177, -0.0049, -0.0209, -0.0153
O, 10.0379, 7.0599, 10.9788, 0.0044, -0.0079, -0.0217
O, 9.137, 4.0562, 14.6745, -0.0165, -0.0064, -0.001
O, 8.7898, 11.4483, 20.51, -0.0045, 0.006, -0.0202
O, 10.4818, 10.3123, 11.1643, -0.0046, 0.0169, 0.0018
O, 8.2894, 12.1813, 15.7178, -0.0019, 0.0095, -0.009
O, 4.4018, 2.8574, 19.7964, -0.0189, 0.0301, 0.0018
O, 4.6218, 0.2097, 18.7254, -0.0064, -0.023, 0.0095
O, 10.4438, 10.0754, 18.9441, 0.0138, -0.0161, 0.0058
O, 6.7524, 0.6517, 16.9941, -0.0031, -0.0311, -0.0142
O, 0.4317, 6.6959, 12.8084, 0.0173, -0.0072, -0.0192
O, 0.948, 7.0059, 10.2604, 0.0055, -0.0087, 0.0148
O, 3.0582, 7.122, 12.512, -0.0002, -0.0175, 0.0262
O, 3.9184, 9.5325, 19.7571, -0.0126, 0.0023, 0.0327
O, 6.7019, 5.1253, 14.6076, 0.0127, -0.0139, -0.0102
O, 0.4769, 0.8714, 16.5087, -0.0032, -0.0109, -0.0253
O, 1.4832, 11.7491, 17.0779, -0.0268, -0.0078, -0.0116
O, 5.3056, 8.2703, 13.287, -0.0103, -0.0082, 0.0213
O, 2.9634, 12.3651, 12.6538, -0.0066, 0.0107, 0.0085
O, 6.3518, 3.1652, 12.8187, 0.0127, 0.0192, -0.0069
O, 2.7337, 9.2806, 16.559, -0.0043, 0.0013, -0.0255
O, 5.9764, 7.8751, 19.7482, 0.0051, 0.0082, 0.0316
O, 1.9215, 6.3703, 19.7589, -0.0102, -0.0198, -0.0169
O, 1.4159, 9.6675, 19.1205, -0.0123, -0.0019, 0.0131
O, 9.4062, 9.647, 15.4492, -0.0042, 0.0197, -0.0189
O, 2.8993, 8.8671, 10.2205, -0.0168, 0.003, -0.0189
O, 8.8288, 8.9857, 12.9963, 0.001, 0.0228, 0.014
O, 2.0768, 7.2722, 14.9694, 0.0211, -0.0051, -0.0007
O, 9.1076, 3.8505, 18.7708, -0.0023, 0.0172, 0.0137
O, 4.6544, 7.8454, 15.7714, -0.0032, 0.0041, -0.014
O, 7.1566, 1.6004, 10.7464, -0.0069, 0.005, 0.0066
O, 8.0819, 6.3433, 19.0838, -0.0138, -0.0079, 0.0068
O, 5.8165, 5.0927, 9.6107, 0.0037, -0.0205, -0.0022
O, 6.9505, -0.9448, 19.0515, -0.0094, 0.02, -0.006
O, 10.871, 2.1628, 10.1144, 0.0091, 0.0022, -0.0179
O, 8.8864, 2.3357, 12.6561, -0.0197, 0.0137, 0.0146
O, 9.6515, 11.4267, 13.5258, -0.0137, -0.0256, 0.0102
O, 6.5358, 4.1718, 18.741, 0.0018, 0.0134, 0.016
O, 5.9733, 10.0316, 9.9676, 0.0298, -0.0147, -0.0062
O, 1.2335, 10.9504, 10.3034, -0.0083, -0.0108, -0.0078
O, 5.0838, 10.4232, 14.7514, 0.0038, 0.0009, 0.0128
O, 1.6355, 10.8684, 14.6395, 0.0158, 0.0177, 0.0187
O, 11.3224, 13.0501, 18.6028, -0.0019, 0.0036, 0.011
O, 5.3895, 11.8087, 16.9546, 0.0079, 0.029, -0.0166
O, 8.029, 11.0035, 11.339, -0.0059, -0.0043, -0.0041
O, 11.2764, 4.9898, 19.6288, -0.0023, 0.0067, 0.01
O, 8.2989, 1.4224, 15.0243, 0.0136, -0.0055, -0.0008
O, 2.3831, 4.0192, 18.6021, 0.0176, 0.0138, 0.0312
O, 3.6744, 11.6281, 10.3409, 0.0015, 0.0082, 0.0097
O, 9.1497, 0.5543, 19.7016, 0.0131, -0.0219, 0.0124
O, 2.6421, 2.6087, 12.598, 0.0049, 0.0179, -0.0012
O, 3.5728, 12.5878, 15.1617, 0.0107, -0.019, -0.0141
O, 7.941, 4.0699, 10.8997, -0.022, -0.0119, -0.0057
O, 5.0101, 0.279, 11.2209, 0.0125, -0.0087, -0.0094
O, 4.3934, 5.4682, 19.4615, -0.0164, -0.0266, -0.0094
O, 6.1252, 13.0088, 14.6603, -0.0147, -0.0097, 0.0312
O, 2.9823, 6.5293, 17.3651, 0.001, 0.0017, 0.0017
O, 2.6444, 0.8577, 10.6876, -0.0103, 0.0039, 0.0127
O, 0.2358, 9.4134, 16.7791, 0.0029, 0.012, 0.0333
O, 5.1646, 5.5899, 12.5961, -0.0024, -0.0017, 0.0062
O, 2.0558, 4.9247, 13.7697, 0.014, 0.0012, -0.003
O, 6.7837, 12.5969, 9.6497, -0.0039, 0.0062, 0.0186

Results
free energy: -166708.623 eV
free energy less fixed offsets of O -569.03, P -756.45, Si -635.61 eV per atom: -2.893 eV

The program warned: the cutoff lies below the one the program advises for these potential files; the forces do not sum to zero within the program's tolerance; the exchange-correlation potential is rough where the density is thin.
